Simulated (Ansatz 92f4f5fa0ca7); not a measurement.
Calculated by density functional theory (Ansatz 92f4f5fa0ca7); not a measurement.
Periodic cell of 166 atoms, Si98O68, from a study of silicon, its oxide and their interface. The atomic structure is a simulated model.

Settings: functional r2SCAN; potential files Ansatz norm-conserving; basis plane waves; wave-function cutoff 1300 eV; density cutoff ratio 4; exchange-correlation grid ratio 1; k mesh 2 x 2 x 1, shifted by 0.5 0.5 0.5 of a step; self-consistency stop 5e-08 eV per atom in the density residual; occupations Fermi-Dirac, 0.05 eV; spin none; net charge 0.

Cell vectors (angstrom)
a, 10.88, 0, 0
b, 0, 10.88, 0
c, 0, 0, 23.7758

Atoms: element, x, y, z (angstrom)
Si, -0.0196, -0.2823, -0.0621
Si, 3.2619, 2.0991, -0.1391
Si, -0.5636, 5.3131, -0.2783
Si, 2.1208, 8.6571, 0.1566
Si, 5.3196, -0.1205, 0.5105
Si, 7.65, 3.2051, -0.0303
Si, 5.3959, 5.2783, 0.405
Si, 7.7151, 8.5675, 0.2596
Si, 1.2967, 1.3719, 1.1211
Si, 4.1946, 3.9102, 1.822
Si, 1.1699, 6.6797, 1.0785
Si, 3.6596, 9.558, 1.8989
Si, 6.8062, 1.4217, 1.6182
Si, 9.3804, 3.9286, 1.2562
Si, 6.6317, 6.8309, 1.5926
Si, 9.4979, 9.3714, 1.3885
Si, -0.0874, 2.8069, 2.5992
Si, 2.3181, 0.1084, 3.0835
Si, 0.2018, 7.8037, 2.6771
Si, 2.4711, 5.4822, 2.6167
Si, 5.1393, 2.4911, 3.1078
Si, 8.4141, -0.1236, 2.8794
Si, 5.2233, 8.1347, 3.0728
Si, 7.8487, 5.3367, 2.7563
Si, 1.0575, 4.2062, 4.1669
Si, 3.9177, 1.0695, 4.4745
Si, 1.1383, 9.3015, 4.334
Si, 3.6554, 6.9219, 4.3022
Si, 6.37, 4.1414, 4.2795
Si, 9.5721, 1.3597, 4.1963
Si, 6.9918, 9.6032, 4.1601
Si, 9.3699, 6.5339, 4.1906
Si, -0.0485, 0.0052, 5.5908
Si, 2.5599, 2.5895, 5.6175
Si, -0.1531, 5.3801, 5.7632
Si, 2.4998, 8.4264, 5.8631
Si, 5.6652, -0.0815, 5.5217
Si, 7.9906, 2.4378, 5.331
Si, 5.1026, 5.7737, 5.8301
Si, 8.1813, 8.0964, 5.6443
Si, 1.3149, 1.1498, 6.9409
Si, 3.9662, 3.9938, 6.9716
Si, 1.4126, 6.773, 6.9437
Si, 4.1119, 9.7007, 7.064
Si, 6.8084, 1.3576, 6.9126
Si, 9.356, 3.7877, 6.9294
Si, 6.7233, 6.966, 6.9058
Si, 9.472, 9.4897, 7.0303
Si, 0.0669, 2.4855, 8.2689
Si, 2.9421, 0.3872, 8.3999
Si, 0.1918, 8.1739, 8.4032
Si, 2.8333, 5.4912, 8.4463
Si, 5.4606, 2.6945, 8.3104
Si, 8.1062, 0.0985, 8.3662
Si, 5.2975, 8.3977, 8.4447
Si, 8.3531, 5.4636, 8.2228
Si, 1.759, 3.8835, 9.5081
Si, 4.4034, 1.2283, 10.1584
Si, 1.5871, 9.7253, 9.7963
Si, 4.4444, 6.8123, 9.7305
Si, 6.9149, 4.0629, 9.4954
Si, 9.5895, 1.43, 9.7423
Si, 6.9231, 9.7545, 9.8517
Si, 9.563, 6.8282, 9.7224
Si, -0.2619, -0.1658, 10.8866
Si, 3.4241, 3.0387, 11.3823
Si, 0.4694, 5.7683, 10.6464
Si, 2.6889, 7.8911, 11.1969
Si, 5.9678, 0.1713, 11.5667
Si, 8.0365, 2.5888, 11.0506
Si, 5.6796, 4.9182, 11.0571
Si, 8.4746, 8.3688, 11.1122
Si, 4.9105, 9.3294, 16.6725
Si, 17.2265, -3.76, 17.647
Si, -4.4356, 4.6592, 16.1244
Si, 2.1529, 3.5147, 14.1541
Si, 11.2944, 10.2579, 13.812
Si, 6.2862, -0.3959, 14.4343
Si, 3.9151, 14.1026, 16.5805
Si, 2.3695, 6.56, 14.0179
Si, 10.7772, 5.1114, 13.3912
Si, 8.7124, -2.2949, 14.0564
Si, 4.7352, 3.1319, 21.1214
Si, 16.6432, 5.9802, 20.4705
Si, 0.0341, 12.6498, 18.7049
Si, 7.7547, 4.5329, 13.3715
Si, 13.1271, 8.8744, 15.5927
Si, 8.8986, 8.3851, 17.1415
Si, 8.1006, 6.9969, 21.8662
Si, 6.0098, 11.989, 16.9011
Si, 9.6508, 10.8897, 20.8153
Si, 13.3632, 14.3927, 19.097
Si, 3.6469, -3.8037, 22.0995
Si, -0.813, 18.6853, 19.657
Si, 7.5832, 1.9289, 21.0648
Si, 1.1495, 5.7905, 20.9374
Si, 8.2272, 2.8809, 18.192
Si, 10.8795, 10.5298, 16.6293
O, 6.8177, -4.6204, -2.1249
O, -0.8645, 0.066, -1.3882
O, 4.4787, -3.7609, -3.1444
O, 5.9743, 2.1643, -2.506
O, 0.0256, 4.9264, -1.8818
O, -1.8444, 6.1681, -0.7645
O, 9.9404, 7.4757, -5.8072
O, 4.4007, 5.8683, -0.7605
O, 6.7994, -0.6732, -0.111
O, 3.9604, 0.5951, -0.3834
O, 6.7121, 4.4722, -0.22
O, 11.9651, 9.3012, -7.2282
O, 8.8001, 7.0776, -3.468
O, 8.3886, 2.6331, -1.4505
O, 8.0466, 8.3826, -1.2518
O, -4.1749, 1.6129, 11.5927
O, -2.6157, -3.0934, 12.6863
O, 3.4551, 9.7997, 16.1232
O, 2.684, 2.7345, 12.8318
O, -0.0047, 4.7934, 11.8657
O, 0.5161, 3.7148, 14.0777
O, 3.0432, 7.3216, 12.7348
O, 1.1801, 7.1198, 11.129
O, 2.6024, -3.5062, 15.3525
O, 6.2856, 1.0436, 15.1623
O, 9.1804, 5.3643, 13.6468
O, 8.5619, 3.2657, 12.4423
O, 6.6904, 5.189, 12.3394
O, 4.3122, 4.4042, 11.5923
O, 9.5089, 9.5345, 11.0689
O, 5.3632, 10.5397, 13.0672
O, 2.8626, 5.0398, 14.2144
O, 4.6278, 12.7821, 17.3217
O, 10.318, -1.9232, 13.9098
O, 12.7776, -1.268, 14.0509
O, -3.0318, -0.939, 13.9653
O, 0.1322, 0.3851, 12.4902
O, 17.5519, 6.247, 16.2873
O, 11.63, 6.4378, 13.8249
O, 12.6317, 4.8453, 19.8058
O, 7.242, 4.127, 14.8124
O, 8.655, 7.8541, 15.4387
O, 5.1539, 15.3828, 20.4955
O, 2.943, 13.5502, 15.3843
O, 10.2093, 9.4444, 19.8504
O, 5.6366, 10.5046, 17.5276
O, 17.2247, 6.3108, 19.0261
O, 7.4756, 8.3079, 17.8336
O, 11.3812, 7.1822, 20.2179
O, 14.49, 2.4844, 19.9739
O, 3.7308, 3.0591, 22.5174
O, 2.9902, 4.031, 17.6474
O, 7.3099, 1.6265, 17.6868
O, 11.2319, 0.5327, 17.9014
O, 3.4425, 8.5122, 22.7352
O, 4.9553, 7.8048, 17.4043
O, 5.6325, -1.6434, 15.2548
O, 10.8315, 11.1376, 15.1475
O, 1.1056, 9.582, 22.9249
O, 2.1903, 6.4911, 21.8291
O, 5.0092, 14.8633, 15.7861
O, 9.3196, 9.9513, 16.7854
O, 7.3224, 14.9451, 17.5013
O, 9.865, 13.6099, 17.8008
O, 12.3121, 13.2842, 18.8397
O, 10.2032, 12.1874, 20.02
O, -2.8283, 11.1968, 20.7979
O, 8.0755, 3.0767, 19.7853

Results
free energy: -43081.016 eV
free energy less fixed offsets of O -463.61, Si -117.95 eV per atom: 3.564 eV
pressure: -1.36 GPa
stress xx, yy, zz, yz, xz, xy (GPa, positive in tension): 0.46, 0.55, 3.07, -0.78, 1.25, -1.5

Forces (eV/angstrom), in the order of the atoms: element, x, y, z
Si, 1.0274, -0.8306, -0.3037
Si, 0.4453, -1.573, 3.8487
Si, 1.6923, 0.7866, -1.9177
Si, 2.32, 0.6316, -1.66
Si, -0.454, 0.752, 0.4816
Si, 1.4733, -2.7848, 0.861
Si, 0.115, 0.4016, 0.1926
Si, -2.5439, 3.079, 2.5031
Si, -0.386, 0.0537, 0.6804
Si, -2.6479, 0.6852, -2.434
Si, 0.351, -0.9535, -2.058
Si, 1.15, -0.3937, -1.3589
Si, -1.0725, 0.4292, -0.0737
Si, -1.0463, 0.8419, 0.7686
Si, -1.277, 1.8413, -0.5944
Si, 1.5545, -0.2859, 1.1645
Si, 0.5664, -1.1114, 0.7389
Si, 0.3152, -0.4219, -0.6428
Si, -3.3502, 1.4754, 2.1763
Si, 0.9371, -0.7759, 1.2356
Si, 2.3197, -0.672, 1.1126
Si, -0.6155, 1.4722, -1.3444
Si, 0.435, 0.4745, -0.3054
Si, 1.5906, -0.901, 0.8267
Si, 1.5098, -0.9197, -0.5204
Si, -0.1159, 1.0467, -0.454
Si, -0.587, 1.2843, -1.5138
Si, 0.6091, -0.0467, 0.3335
Si, 0.7566, -0.2564, 0.5556
Si, 1.1189, -0.0623, -1.2597
Si, -1.1222, -2.2976, 0.2881
Si, 0.5125, 0.9563, -0.2098
Si, -1.2932, -1.658, -0.1555
Si, 0.0395, 1.3865, -0.4474
Si, -0.2064, -0.3068, -0.5201
Si, 1.7036, -0.8656, -0.8019
Si, -1.7615, -0.0594, 1.2404
Si, -0.3302, 3.3328, 0.8702
Si, 0.1277, -2.3927, -1.6577
Si, 0.474, 0.7403, -1.6617
Si, 0.8457, 1.0383, 0.4318
Si, 0.2291, 0.7473, 0.203
Si, -0.662, -0.6103, 1.4146
Si, -0.1126, 0.5454, -0.821
Si, -0.6403, -0.3082, 0.6778
Si, 0.9611, 0.1739, -0.3132
Si, -0.142, -0.349, 2.2124
Si, 0.7529, 0.3455, 0.3928
Si, -0.0394, 2.2603, 0.3234
Si, -0.3432, -1.6054, 1.3018
Si, -0.8668, 0.6666, -0.0173
Si, 1.1934, 0.4491, -1.6685
Si, -0.1813, -0.3639, 0.4245
Si, 1.3225, 0.0642, -0.3778
Si, 2.6384, 0.017, 0.0234
Si, -1.6054, 0.4311, 0.1123
Si, -1.4418, -0.0295, 1.924
Si, -0.6985, 1.2183, -1.1906
Si, 0.2492, -0.4656, -0.2876
Si, -1.4208, -1.1137, 1.9587
Si, 1.4088, -1.1631, -0.8185
Si, -1.0864, 0.0903, -0.2925
Si, -1.2806, -2.2954, 0.8365
Si, -0.062, -0.1889, -1.152
Si, 1.3822, -0.309, 2.4872
Si, -2.2206, -0.0672, -0.7682
Si, -0.3258, -2.4613, -0.9981
Si, -0.4537, -1.4012, -0.1856
Si, -1.2464, -0.4226, -0.2413
Si, -1.1654, -0.2244, 0.443
Si, 1.1543, 3.6128, -0.2788
Si, -1.8221, -2.1274, 0.3616
Si, -0.7582, -0.6469, 0.5784
Si, 1.7922, 0.1836, 0.1353
Si, 3.3295, -1.5532, 0.8723
Si, 1.2755, 0.1548, 0.8174
Si, -1.1815, 0.6184, 0.0089
Si, 1.7196, -2.1496, -1.9453
Si, -2.4574, -3.2857, 0.4
Si, -0.92, -0.7516, -2.1997
Si, -1.6159, -0.2389, 2.0899
Si, 1.6808, 0.6825, -1.247
Si, -4.8007, -2.9348, -0.6733
Si, -2.5226, 2.5931, -0.6046
Si, -2.4517, 3.1043, -0.9487
Si, 4.2536, -0.7258, -2.0593
Si, 0.12, 4.0134, -2.6601
Si, 0.6369, 0.7056, -4.8414
Si, 7.2087, -1.6807, -1.8733
Si, -0.5424, -0.6439, -0.1856
Si, 0.8257, -2.1518, -1.3221
Si, 1.7212, 0.2409, 2.1382
Si, 1.8314, -1.3447, -1.2835
Si, -0.3039, 1.1067, -2.02
Si, 1.4865, 1.4766, -1.7676
Si, -3.7293, 0.0355, -0.6881
Si, -0.2882, 0.5085, -1.0424
Si, -1.221, -1.5914, -0.6007
O, -4.084, -2.2777, -1.0077
O, -0.2935, 0.4171, -1.2764
O, 1.0777, -1.7497, 1.9147
O, 1.5026, -1.1283, 0.2491
O, 1.5212, 1.1935, 0.6992
O, -1.4215, 1.2206, -1.0881
O, 0.0107, 1.0009, 1.7127
O, -0.2453, 1.1227, -0.441
O, -0.8907, -2.8573, 0.709
O, 1.3522, 0.7078, 0.5067
O, -1.4796, -0.0489, -0.9831
O, -2.0602, -0.164, 1.471
O, -1.2094, 0.1905, 2.7097
O, -1.8799, -0.3614, 0.3861
O, 0.1751, 1.7283, -2.1219
O, 1.7679, 0.89, 0.278
O, 0.0756, 0.627, -1.1325
O, 0.5992, -0.8725, 1.4848
O, 0.3531, 0.1969, -1.0602
O, 0.663, 0.2673, -1.49
O, 1.2751, 0.7202, 0.7079
O, 0.3254, 0.2889, 0.3337
O, 1.4195, 0.498, -0.0871
O, 0.6877, -0.5228, 1.1636
O, -0.4707, -0.3194, 3.2028
O, -0.5137, -0.2458, 0.553
O, -1.9548, 0.9411, 0.7514
O, -0.2583, 0.1103, 0.6633
O, -1.9141, -1.805, 1.1033
O, 2.017, 1.8452, 0.6952
O, 1.5185, 0.9618, -1.6014
O, -0.1909, -1.0409, -0.1265
O, 0.4534, 1.5274, -1.4282
O, -0.659, 0.5005, -0.9238
O, -0.1727, -0.3289, 1.2193
O, -2.6863, 1.954, 0.8769
O, 0.3645, -2.1247, -0.3256
O, -1.1735, -0.399, 1.0829
O, -0.3263, -0.8599, 0.001
O, 1.2802, -1.769, -0.6272
O, -0.3927, 0.1498, 0.0231
O, -0.097, -0.5987, 3.9148
O, 0.5444, 1.2159, 0.239
O, -1.6612, 1.049, -0.5995
O, -1.9886, 2.077, 2.1944
O, 0.0813, -0.0245, -0.7935
O, 0.0673, -0.7177, -0.1921
O, -1.2192, -0.8053, -0.0858
O, 1.5577, -2.6537, 0.8617
O, 0.1879, 3.6846, 0.3711
O, 2.1034, 2.1777, -4.2335
O, 1.2272, 0.0301, 0.3251
O, 0.2845, -0.8956, -0.3111
O, 0.699, -3.8593, -3.2421
O, -0.9089, -0.2425, 1.6006
O, -1.6644, 3.0489, -0.8376
O, 1.785, 0.2284, -0.7297
O, 1.0483, 0.8644, -0.6188
O, 0.2541, -0.4371, 2.7022
O, 1.3875, -0.0088, 1.5357
O, 2.2052, 2.5887, 0.5996
O, 0.9525, -1.0921, 1.4894
O, -0.705, 0.9219, -2.006
O, -1.6376, -0.2581, 1.4079
O, -0.1579, 0.5293, 0.4308
O, 0.0643, -0.689, 1.9991
O, -1.2655, 2.1149, 0.0741
O, -1.0528, -2.4209, 1.9554
